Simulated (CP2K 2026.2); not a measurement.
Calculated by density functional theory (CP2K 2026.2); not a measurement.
Periodic cell of 442 atoms, Si320O122, from a study of silicon, its oxide and their interface. The atomic structure is a simulated model.
Doubt: the forces sum to 1.61 eV/angstrom along one axis rather than to zero, so they err by at least 0.0036 eV/angstrom per atom on average; the grid cutoff is modest.

Settings
functional: PBE
method: Gaussian and plane waves
basis set: DZVP-MOLOPT-SR-GTH
pseudopotentials: GTH-PBE
grid cutoff: 350 Ry, relative cutoff 50 Ry
k points: Gamma only
occupations: fixed
spin: none
net charge: 0

Cell vectors (angstrom)
a	15.3866	0	0
b	0	15.3866	0
c	-2.6583	-3.2622	33.4545

Atoms and the computed forces on them: element, x, y, z (angstrom), force x, y, z (eV/angstrom)
Si	12.783	9.692	28.678	-0.036	0.253	0.809
Si	12.801	-0.995	28.76	-0.092	-0.145	0.759
Si	12.736	2.122	28.786	-0.048	0.181	0.856
Si	12.6	6.541	28.679	-0.029	-0.261	0.767
Si	1.246	9.839	28.809	-0.04	0.146	0.789
Si	1.1	-0.923	28.657	0.186	-0.253	0.786
Si	1.091	2.197	28.813	0.152	0.198	0.775
Si	1.035	6.745	28.779	0.098	-0.218	0.807
Si	5.011	9.511	28.682	0.109	-0.296	0.659
Si	5.144	-0.823	28.796	-0.143	-0.137	0.821
Si	5.111	2.283	28.796	-0.122	0.166	0.736
Si	4.979	7.023	28.884	-0.134	0.394	0.528
Si	8.915	9.901	28.659	-0.062	0.217	0.784
Si	8.937	-0.937	28.734	-0.008	-0.192	0.795
Si	8.905	2.212	28.62	0.026	0.315	0.799
Si	8.631	6.761	28.55	0.098	-0.359	0.769
Si	-0.733	10.15	30.037	0.01	-0.013	-0.057
Si	-0.71	-1.296	30.101	0.01	0	-0.057
Si	-0.779	2.449	30.156	0.003	-0.016	-0.036
Si	-0.865	6.345	30.065	-0.025	0	-0.02
Si	3.182	10.125	30.068	0.009	-0.001	-0.064
Si	3.105	-1.279	29.911	0.001	0.017	-0.087
Si	3.099	2.536	30.006	-0.001	0.044	-0.038
Si	3.021	6.457	30.053	-0.047	-0.071	-0.05
Si	6.934	10.19	29.929	0.001	0.035	-0.068
Si	7.031	-1.233	30.089	-0.014	0.002	-0.052
Si	7.039	2.554	30.05	0.006	-0.01	-0.044
Si	6.891	6.505	30.11	-0.014	-0.007	-0.023
Si	10.844	10.17	29.959	-0.01	-0.007	-0.058
Si	10.846	-1.308	30.034	-0.009	0.001	-0.072
Si	10.783	2.481	30.022	0.012	-0.021	-0.065
Si	10.613	6.316	29.888	-0.008	0.027	-0.034
Si	-0.745	12.106	31.355	0.009	0.005	0.029
Si	-0.738	0.566	31.529	0.005	-0.003	0.061
Si	-0.764	4.429	31.408	0.004	-0.006	0.026
Si	-0.786	8.261	31.45	0.009	-0.002	0.045
Si	3.132	12.159	31.278	-0.023	0.004	0.029
Si	3.1	0.603	31.381	0.024	-0.02	0.021
Si	3.089	4.475	31.341	-0.001	0.008	0.036
Si	3.076	8.289	31.515	0.001	0.007	0.031
Si	6.936	12.136	31.298	0.028	0.009	0.028
Si	7.022	0.661	31.472	-0.019	0	0.049
Si	6.954	4.502	31.36	-0.018	-0.003	0.03
Si	6.973	8.387	31.474	-0.008	0.003	0.026
Si	10.818	12.109	31.32	-0.009	0	0.02
Si	10.803	0.588	31.437	0.007	0.008	0.054
Si	10.749	4.441	31.321	0.028	-0.007	0.007
Si	10.751	8.239	31.332	-0.003	-0.004	0.031
Si	12.716	12.127	32.722	0.003	0.005	-0.006
Si	12.703	0.591	32.818	0.005	0.004	0.009
Si	12.673	4.453	32.722	-0.003	0	-0.006
Si	12.657	8.27	32.749	0.011	0.011	-0.008
Si	1.208	12.123	32.685	-0.008	0.006	-0.017
Si	1.219	0.596	32.803	-0.018	0.006	-0.004
Si	1.182	4.451	32.74	0.004	-0.005	-0.007
Si	1.137	8.286	32.817	-0.024	-0.018	0.011
Si	5.026	12.161	32.693	0.002	-0.001	-0.009
Si	5.033	0.617	32.745	0.012	0	-0.021
Si	5.017	4.465	32.714	-0.002	-0.002	-0.005
Si	5.03	8.311	32.807	0.023	-0.017	0.011
Si	8.873	12.118	32.676	-0.006	0.018	-0.01
Si	8.912	0.611	32.826	0.002	-0.011	0.001
Si	8.865	4.462	32.737	-0.001	-0.008	-0.022
Si	8.899	8.318	32.785	-0.005	0.006	0.01
Si	-0.01	13.487	11.577	-0.005	-0.017	-0.003
Si	-0.009	1.94	11.582	0.005	-0.01	-0.003
Si	0.002	5.766	11.556	0.009	0.001	-0.015
Si	-0.021	9.629	11.555	-0.004	0	0.001
Si	3.796	13.499	11.529	-0.013	0.021	0.001
Si	3.812	1.968	11.545	0	0.012	-0.011
Si	3.811	5.789	11.534	0.006	0.001	-0.01
Si	3.794	9.623	11.504	0	0.01	-0.003
Si	7.729	13.492	11.536	0.004	0.004	-0.012
Si	7.698	1.946	11.572	-0.006	0.008	-0.017
Si	7.704	5.775	11.55	0	-0.008	-0.017
Si	7.719	9.634	11.517	0.004	-0.001	-0.015
Si	11.525	13.495	11.602	0.003	-0.014	0.002
Si	11.529	1.923	11.591	-0.003	0.026	-0.006
Si	11.492	5.769	11.542	0.012	0.001	-0.014
Si	11.556	9.644	11.553	0.006	-0.019	-0.005
Si	1.901	13.493	12.951	0.005	-0.007	0.014
Si	1.914	2.029	12.95	0.011	0.019	-0.024
Si	1.919	5.765	12.952	-0.024	-0.008	-0.007
Si	1.894	9.57	12.913	-0.008	-0.005	-0.03
Si	5.763	13.524	12.798	0.011	-0.002	-0.032
Si	5.741	1.948	12.882	0.02	0.013	-0.016
Si	5.752	5.794	12.848	-0.019	0.006	-0.006
Si	5.748	9.669	12.783	0.017	0	-0.02
Si	9.608	13.51	12.985	-0.001	0.001	0.035
Si	9.611	1.961	12.97	0.005	-0.021	0.003
Si	9.6	5.751	12.966	0.005	-0.006	0.014
Si	9.641	9.587	12.899	-0.009	0.02	-0.014
Si	13.462	13.465	12.957	0.008	0.003	-0.007
Si	13.458	1.856	12.953	0.014	-0.035	0.014
Si	13.431	5.76	12.847	-0.026	-0.005	-0.011
Si	13.465	9.699	12.947	-0.019	0.027	0.002
Si	1.918	0.102	14.256	0.008	-0.015	0.001
Si	1.93	3.917	14.427	0	-0.053	0.014
Si	1.91	7.659	14.333	0.022	0.063	-0.008
Si	1.874	11.49	14.242	0.02	-0.003	-0.012
Si	5.762	0.004	14.203	-0.012	0.009	0.005
Si	5.718	3.88	14.218	-0.011	0.029	-0.015
Si	5.781	7.766	14.117	-0.005	-0.029	-0.036
Si	5.726	11.605	14.097	0.019	0.007	-0.006
Si	9.588	0.079	14.378	0.016	-0.044	-0.021
Si	9.584	3.851	14.397	-0.001	0.007	-0.004
Si	9.642	7.683	14.31	-0.006	0.038	-0.019
Si	9.656	11.501	14.244	-0.008	-0.006	-0.037
Si	13.463	-0.068	14.392	-0.012	0.042	-0.001
Si	13.427	3.83	14.196	0.015	0.019	-0.005
Si	13.445	7.702	14.158	0.028	-0.013	-0.012
Si	13.491	11.613	14.41	-0.018	-0.039	0.001
Si	0.07	0.017	15.711	-0.005	-0.019	0.012
Si	-0.116	3.939	15.644	0.02	-0.059	0.009
Si	-0.099	7.64	15.595	0.01	0.05	0.019
Si	0.081	11.56	15.794	-0.025	0.017	0.014
Si	3.864	0.021	15.576	-0.041	0.011	-0.005
Si	3.922	3.896	15.772	-0.048	0.004	0.087
Si	3.937	7.692	15.555	-0.019	-0.032	0.038
Si	3.845	11.553	15.491	-0.013	-0.016	-0.015
Si	7.59	0.126	15.677	0.027	0.04	0.048
Si	7.566	3.881	15.67	0.004	0.004	0.076
Si	7.649	7.746	15.545	0.013	-0.01	0.069
Si	7.637	11.548	15.413	0.019	0.034	0.013
Si	11.511	-0.036	15.782	-0.005	-0.023	0.052
Si	11.586	3.811	15.667	-0.013	-0.002	0.074
Si	11.612	7.651	15.618	0.008	-0.004	0.067
Si	11.507	11.547	15.736	-0.013	0.012	0.048
Si	0.87	13.52	16.945	0.173	-0.089	-0.718
Si	-0.375	2.007	16.936	0.135	-0.017	-0.76
Si	-0.735	5.82	16.97	-0.101	0.012	0.04
Si	-0.338	9.514	16.964	0.244	0.134	-0.691
Si	3.327	13.443	16.775	-0.265	0.098	-0.582
Si	4.406	1.868	16.937	0.263	0.076	-0.591
Si	4.674	5.886	16.892	0.229	-0.133	-0.673
Si	4.205	9.646	16.816	-0.185	-0.002	-0.736
Si	7.802	13.447	16.734	-0.112	0.085	-0.739
Si	6.86	2.019	16.977	-0.217	-0.083	-0.756
Si	7.139	5.881	16.857	-0.372	-0.113	-0.606
Si	7.331	9.704	16.813	0.191	-0.048	-0.753
Si	10.958	13.434	17.102	0.429	0.002	-0.789
Si	11.879	1.902	17.062	-0.2	-0.022	-0.821
Si	12.24	5.733	16.847	0.306	0.028	-0.693
Si	11.902	9.557	16.954	-0.228	0.084	-0.808
Si	9.922	0.664	24.169	-0.014	-0.025	-0.015
Si	1.245	3.275	19.263	-0.073	0.078	-0.091
Si	0.038	5.923	19.242	-0.299	-0.023	-0.608
Si	1.904	9.698	19.049	-0.001	-0.034	-0.062
Si	5.499	12.942	18.919	-0.09	-0.058	-0.075
Si	10.408	1.625	19.913	0.127	-0.069	-0.155
Si	2.911	9.667	21.739	-0.02	0.01	-0.119
Si	12.436	8.897	23.367	0.09	0.026	-0.006
Si	9.464	-0.745	21.362	0.03	-0.027	0.017
Si	-1.854	10.405	25.753	-0.039	0.043	0.089
Si	12.712	2.939	21.355	0.001	0.121	-0.126
Si	5.804	10.725	20.883	0.003	0.059	-0.04
Si	3.079	1.205	19.847	0.009	0.116	-0.178
Si	8.256	5.738	19.816	0.073	0.048	-0.192
Si	11.416	5.522	19.936	0.026	-0.087	0.003
Si	9.626	9.958	19.046	-0.001	0.003	-0.163
Si	13.301	10.583	21.117	0.052	-0.065	0.012
Si	-0.68	0.74	21.694	-0.006	0.058	0.091
Si	6.461	-1.875	21.586	0.038	-0.051	-0.066
Si	13.091	0.385	24.182	0.006	-0.006	-0.055
Si	9.435	3.389	25.689	0.08	-0.102	0.176
Si	8.052	8.497	21.147	0.069	0.057	-0.067
Si	4.821	-0.089	23.61	-0.116	0.032	-0.01
Si	1.743	0.479	23.779	0.015	-0.019	0.012
Si	-1.523	3.258	24.092	-0.024	-0.007	0.013
Si	5.325	2.038	21.761	-0.064	0.04	-0.089
Si	4.989	6.131	24.61	0.058	0.031	0.061
Si	9.445	8.41	23.931	-0.042	0.01	-0.004
Si	1.208	10.58	25.897	0.084	0.085	0.034
Si	12.394	4.269	26.48	-0.096	0.015	0.16
Si	0.938	11.631	21.003	-0.022	-0.047	-0.094
Si	11.077	12.5	19.954	-0.051	0.05	-0.065
Si	5.451	10.643	25.718	-0.069	0.028	0.248
Si	1.59	-1.834	25.824	-0.061	0.01	-0.015
Si	12.696	-2.104	25.87	-0.053	0.018	0.12
Si	3.456	8.792	24.508	-0.053	-0.017	0.049
Si	7.667	2.826	19.989	-0.077	-0.022	-0.181
Si	3.803	4.747	22.194	-0.027	-0.001	0.032
Si	1.55	4.484	26.928	-0.055	-0.056	0.067
Si	0.879	-1.019	19.923	0.086	-0.024	-0.053
Si	2.891	5.608	19.295	0.029	-0.072	-0.132
Si	8.057	6.052	25.48	-0.065	0.056	0.147
Si	4.56	4.646	27.016	0.1	0.059	0.102
Si	1.497	3.512	24.025	0.024	-0.13	0.018
Si	8.554	10.773	25.724	0.009	0.014	0.118
Si	9.522	-1.847	25.819	0.026	0.065	0.124
Si	13.355	7.632	20.972	0.097	-0.035	-0.029
Si	4.735	-1.778	26.017	0.052	-0.068	-0.002
Si	-0.034	13.473	0.64	-0.012	-0.009	0.008
Si	-0.019	1.906	0.668	-0.013	0.014	0.022
Si	-0.031	5.807	0.666	0.014	-0.009	0.011
Si	-0.034	9.618	0.658	0.013	0.009	0.006
Si	3.827	13.5	0.66	0.004	0.001	0.004
Si	3.857	1.905	0.646	-0.001	-0.003	0.004
Si	3.846	5.8	0.67	-0.001	0.007	0.012
Si	3.829	9.614	0.683	0.013	-0.009	0.004
Si	7.672	13.52	0.654	0.002	-0.002	0.016
Si	7.695	1.942	0.632	-0.004	0.001	0.01
Si	7.674	5.808	0.642	0.014	0.003	0.005
Si	7.693	9.627	0.665	0.001	0.002	0.018
Si	11.545	13.508	0.659	-0.016	-0.008	0.01
Si	11.535	1.902	0.641	0.004	-0.003	0.011
Si	11.536	5.818	0.678	0.004	-0.01	0.017
Si	11.533	9.637	0.659	0	0.007	0.011
Si	1.895	13.49	2.008	-0.003	-0.019	-0.002
Si	1.923	1.919	2.007	-0.006	0.019	-0.005
Si	1.907	5.801	2.015	-0.005	-0.009	-0.003
Si	1.895	9.618	2.024	0	0.026	0.005
Si	5.753	13.498	2.021	-0.001	-0.02	-0.002
Si	5.775	1.926	2.01	0.001	0.007	-0.011
Si	5.767	5.805	2.028	-0.005	-0.008	-0.009
Si	5.765	9.629	2.027	-0.002	0.007	-0.001
Si	9.605	13.501	2.008	0.006	-0.021	0
Si	9.611	1.927	2.005	0.005	0.005	-0.004
Si	9.597	5.801	2.015	0	-0.019	-0.003
Si	9.612	9.628	2.027	0	0.008	0.001
Si	13.454	13.499	2.028	0	0.001	0.005
Si	13.446	1.913	2.022	0.004	0.007	-0.005
Si	13.45	5.807	2.041	-0.007	-0.002	-0.006
Si	13.445	9.628	2.031	-0.003	0.015	0
Si	1.907	0.013	3.387	-0.017	-0.001	0
Si	1.913	3.858	3.359	-0.014	-0.002	-0.004
Si	1.905	7.709	3.397	0.001	-0.001	0.003
Si	1.907	11.559	3.37	0.004	-0.004	0.002
Si	5.762	0.021	3.391	0	0	0
Si	5.763	3.861	3.365	-0.001	0.004	0.005
Si	5.763	7.716	3.399	0.01	-0.002	0.006
Si	5.76	11.564	3.375	0.006	-0.001	0
Si	9.606	0.02	3.387	0.001	-0.001	0.001
Si	9.606	3.861	3.361	0.003	0	0.002
Si	9.605	7.712	3.394	0.009	0.005	0.003
Si	9.604	11.568	3.371	0.002	0.002	0
Si	13.454	0.016	3.403	-0.003	0.005	0.003
Si	13.446	3.857	3.365	-0.002	-0.001	-0.006
Si	13.449	7.718	3.405	0.006	-0.005	0.004
Si	13.448	11.563	3.376	0.003	-0.001	-0.002
Si	-0.011	0.02	4.754	-0.011	0.009	0.003
Si	-0.014	3.857	4.724	-0.003	-0.004	-0.003
Si	-0.016	7.712	4.759	-0.006	0.003	0.003
Si	-0.016	11.56	4.738	-0.01	0.008	0
Si	3.835	0.018	4.745	0.009	-0.002	-0.004
Si	3.836	3.863	4.728	0.002	0.002	-0.001
Si	3.834	7.713	4.752	-0.001	0.005	0.003
Si	3.833	11.56	4.736	0.008	0.003	0.001
Si	7.684	0.018	4.75	-0.006	-0.011	-0.001
Si	7.685	3.861	4.732	0.005	-0.01	0
Si	7.685	7.715	4.757	0.001	0.003	0.002
Si	7.682	11.565	4.74	-0.009	-0.003	-0.003
Si	11.528	0.017	4.75	0.014	0	0.003
Si	11.527	3.861	4.731	0.003	-0.001	-0.001
Si	11.526	7.712	4.757	0.002	-0.01	0.003
Si	11.527	11.563	4.74	0.006	0.003	0.003
Si	-0.019	13.48	6.106	0.011	0.008	-0.003
Si	-0.018	1.946	6.103	0.001	-0.004	0
Si	-0.018	5.775	6.097	-0.006	0	-0.004
Si	-0.021	9.642	6.109	0.009	-0.003	-0.001
Si	3.839	13.481	6.105	-0.008	-0.001	0
Si	3.835	1.944	6.101	-0.013	-0.009	0.001
Si	3.834	5.781	6.102	-0.001	0.001	0.003
Si	3.835	9.64	6.108	0.001	-0.004	0.002
Si	7.68	13.483	6.111	0.011	0.003	0.002
Si	7.681	1.943	6.104	0.003	-0.009	0.001
Si	7.689	5.781	6.103	0.002	0.008	0.001
Si	7.682	9.644	6.11	0.008	0.001	0.001
Si	11.534	13.482	6.109	-0.013	0.012	0
Si	11.532	1.944	6.102	-0.005	-0.003	-0.004
Si	11.528	5.779	6.102	0.006	0.005	-0.005
Si	11.532	9.641	6.108	-0.006	-0.008	-0.005
Si	1.907	13.485	7.456	0	-0.002	-0.001
Si	1.906	1.946	7.455	-0.006	0.006	-0.005
Si	1.902	5.779	7.457	-0.017	-0.005	-0.001
Si	1.904	9.639	7.461	-0.002	0.008	-0.001
Si	5.758	13.486	7.478	-0.004	-0.002	0.001
Si	5.758	1.941	7.469	0.002	0.009	-0.001
Si	5.762	5.783	7.46	0.004	-0.006	0.001
Si	5.759	9.641	7.476	0	-0.001	-0.003
Si	9.61	13.488	7.463	0.001	-0.011	0
Si	9.61	1.94	7.458	0.009	0.001	-0.001
Si	9.613	5.78	7.469	0.012	-0.008	-0.001
Si	9.611	9.64	7.464	-0.005	0.009	0.001
Si	13.453	13.485	7.482	0.006	0.001	0.005
Si	13.45	1.938	7.474	0.003	0.012	-0.004
Si	13.449	5.776	7.465	0.001	-0.009	0
Si	13.448	9.64	7.484	-0.005	-0.005	0
Si	1.898	0.024	8.813	0	-0.003	-0.01
Si	1.901	3.859	8.822	0.003	-0.014	-0.002
Si	1.892	7.708	8.811	0.003	0.007	-0.003
Si	1.898	11.566	8.814	0.005	0.01	-0.005
Si	5.756	0.025	8.845	0.001	-0.002	0.008
Si	5.765	3.865	8.83	-0.007	0.003	0.002
Si	5.762	7.704	8.825	0.002	-0.003	0
Si	5.76	11.563	8.844	0.006	-0.005	0.006
Si	9.617	0.023	8.824	-0.005	-0.004	-0.006
Si	9.612	3.851	8.826	-0.001	-0.005	0.001
Si	9.616	7.713	8.819	0.003	0.005	0
Si	9.623	11.567	8.817	-0.003	0.009	-0.003
Si	13.453	0.022	8.85	-0.004	0.012	0.001
Si	13.446	3.859	8.837	0	0.006	-0.005
Si	13.45	7.697	8.828	0.002	-0.013	-0.004
Si	13.451	11.566	8.853	-0.005	-0.004	0.012
Si	-0.002	0.021	10.207	0.006	0.011	0.002
Si	-0.017	3.849	10.194	-0.007	0.002	0.003
Si	-0.019	7.699	10.196	-0.018	-0.004	-0.004
Si	-0.003	11.564	10.205	-0.002	-0.002	0.002
Si	3.804	0.039	10.182	0.01	-0.003	-0.003
Si	3.827	3.873	10.172	0.004	-0.002	0.001
Si	3.815	7.7	10.159	0.001	-0.001	-0.003
Si	3.809	11.568	10.176	0.011	-0.009	0.001
Si	7.703	0.033	10.189	-0.013	-0.015	0.006
Si	7.696	3.855	10.19	-0.002	-0.001	0.002
Si	7.698	7.698	10.179	-0.018	0.007	0.003
Si	7.713	11.567	10.177	-0.013	-0.002	-0.001
Si	11.524	0.015	10.211	0.018	-0.003	0.01
Si	11.524	3.839	10.202	0.011	0.002	0.003
Si	11.531	7.709	10.195	0.007	0.002	-0.002
Si	11.521	11.577	10.212	0.008	0.01	0.006
O	0.461	-1.705	18.524	-0.232	-0.226	0.314
O	7.344	2.195	18.534	-0.084	0.034	0.418
O	13.466	1.911	17.503	0.178	-0.234	0.472
O	-0.386	-0.113	20.362	-0.501	0.111	-0.176
O	1.49	11.196	19.528	0.16	0.289	-0.436
O	13.475	9.61	17.44	0.154	-0.16	0.2
O	4.084	13.298	18.234	-0.078	-0.123	0.301
O	11.52	13.365	18.639	0.342	0.45	0.299
O	11.594	1.82	20.996	-0.126	-0.609	0.32
O	3.194	9.701	18.092	-0.124	-0.086	0.351
O	2.241	9.458	25.349	0.036	-0.144	0.143
O	8.449	4.526	25.08	-0.388	-0.114	-0.357
O	10.964	1.881	18.414	-0.391	0.114	-0.016
O	8.018	6.067	18.243	0.453	0.363	0.072
O	9.333	13.45	17.313	-0.202	-0.098	0.504
O	9.817	5.463	20.172	0.06	-0.113	0.409
O	11.621	5.643	18.351	-0.233	0.023	0.254
O	10.545	-1.958	21.181	0.139	-0.388	0.312
O	8.251	6.095	27.105	0.059	-0.485	-0.188
O	2.256	-0.18	19.762	0.365	-0.311	0.043
O	0.609	2.221	18.223	0.157	-0.076	-0.009
O	1.578	4.437	25.34	-0.018	0.61	-0.052
O	5.77	9.618	17.323	0.089	-0.258	0.497
O	5.559	11.399	19.42	-0.166	-0.363	-0.238
O	9.026	10.751	27.274	0.341	0.583	-0.147
O	12.287	4.244	20.473	0.469	-0.006	-0.104
O	4.122	6.163	18.428	0.125	0.208	0.353
O	4.382	10.242	21.45	-0.068	-0.181	-0.035
O	-1.955	-0.884	25.107	0.425	-0.109	-0.043
O	6.725	13.245	17.927	-0.121	-0.054	0.21
O	0.837	3.169	27.522	-0.521	-0.094	-0.31
O	5.41	1.372	23.234	0.351	0.396	0.606
O	9.082	7.102	24.804	0.196	-0.175	0.182
O	3.327	5.459	20.83	-0.162	0.401	0.169
O	-1.222	2.194	21.157	0.224	0.318	-0.129
O	5.152	6.053	27.554	0.421	-0.099	-0.606
O	2.311	8.92	20.42	-0.041	-0.473	-0.003
O	11.979	6.861	20.635	-0.556	0.393	0.326
O	-0.591	11.179	21.248	0.118	0.016	0.367
O	1.897	10.898	22.091	0.028	0.33	0.698
O	3.045	4.501	27.533	-0.222	-0.167	0.483
O	12.956	-1.963	27.461	0.127	-0.574	-0.142
O	1.103	8.295	28.264	-0.117	-0.069	-0.565
O	0.816	-1.691	27.243	-0.354	-0.475	-0.026
O	8.93	2.98	27.183	0.062	0.359	-0.118
O	12.76	3.048	27.461	0.421	-0.039	-0.432
O	9.35	9.008	20.318	0.325	-0.155	0.108
O	4.61	4.768	25.413	-0.009	-0.418	-0.233
O	5.176	12.197	25.387	-0.013	0.136	-0.626
O	4.654	5.818	23.062	0.284	0.22	-0.184
O	1.351	12.059	25.227	-0.194	0.055	-0.464
O	12.391	11.665	20.358	0.282	0.276	0.098
O	9.88	11.477	19.544	-0.325	0.231	-0.029
O	1.437	10.778	27.491	0.111	0.452	-0.039
O	0.161	4.366	19.799	-0.495	-0.091	0.284
O	7.982	-1.361	21.473	-0.018	0.001	-0.003
O	9.245	2.681	20.257	0.162	0.389	0.323
O	-1.915	4.281	25.275	0.18	0.565	-0.272
O	12.928	10.44	27.249	-0.066	0.246	-0.046
O	5.317	3.32	27.535	0.575	-0.212	-0.43
O	12.804	9.248	24.893	-0.112	-0.25	0.437
O	8.326	9.886	18.091	-0.108	-0.088	0.313
O	7.368	4.412	20.111	-0.398	0.188	0.417
O	10.947	9.436	18.273	0.008	-0.511	0.526
O	1.558	6.53	19.201	0.068	0.451	-0.228
O	4.897	10.183	27.178	-0.17	0.018	-0.127
O	1.083	13.232	21.063	-0.034	0.279	0.665
O	12.707	8.113	28.252	0.124	-0.086	-0.599
O	12.744	3.386	22.917	-0.566	0.442	0.142
O	12.747	0.569	28.249	-0.186	0.066	-0.599
O	4.803	3.545	21.83	0.242	0.131	-0.087
O	9.037	-1.787	27.357	-0.297	-0.614	-0.102
O	9.184	-0.453	25.083	-0.295	-0.014	0.145
O	12.601	10.297	22.551	-0.403	0.356	0.345
O	8.749	12.278	25.162	-0.053	0.014	-0.352
O	1.134	0.666	28.249	0.027	0.032	-0.55
O	0.853	5.843	27.427	-0.363	0.217	-0.347
O	6.793	9.456	20.823	-0.025	-0.318	-0.163
O	9.418	9.734	24.855	0.197	0.04	-0.193
O	3.719	1.611	18.413	0.038	0.108	0.115
O	5.087	0.734	28.257	0.116	0.084	-0.547
O	10.918	4.034	25.861	0.12	0.413	-0.103
O	5.691	-1.505	20.21	-0.352	0.504	0.033
O	2.015	2.351	20.348	-0.114	0.124	0.694
O	2.43	4.193	18.608	0.449	-0.288	-0.402
O	0.6	9.148	18.265	-0.127	-0.191	0.458
O	3.212	-0.076	23.35	-0.211	0.004	-0.317
O	13.546	0.104	22.644	-0.286	-0.436	-0.137
O	8.861	8.336	28.188	0.136	0.128	-0.182
O	8.89	0.623	28.251	-0.154	-0.073	-0.505
O	9.417	2.129	24.659	-0.398	0.023	-0.362
O	-0.044	3.582	23.519	-0.165	0.386	-0.4
O	1.912	1.979	24.398	0.136	0.03	0.285
O	13.368	9.14	20.359	-0.122	-0.033	-0.438
O	9.723	0.163	20.037	-0.349	-0.058	-0.415
O	6.449	11.899	21.805	0.475	-0.176	0.304
O	10.94	8.293	23.335	0.102	-0.182	-0.126
O	9.638	0.245	22.632	0.109	0.428	0.027
O	11.102	-2.098	25.658	0.059	0.024	-0.157
O	12.527	5.656	27.304	0.084	-0.009	-0.511
O	5.165	-0.496	25.136	0.473	0.457	0.322
O	-0.82	6.774	20.324	-0.008	-0.01	0.143
O	4.002	7.36	25.055	-0.233	0.037	0.525
O	13.301	11.922	25.243	0.083	0	-0.261
O	-1.516	1.729	24.657	0.136	-0.24	0.423
O	0.716	0.691	22.538	0.085	0.207	0.022
O	8.384	8.545	22.721	-0.544	0.186	0.341
O	7.017	10.32	25.638	0.089	-0.307	-0.437
O	6.561	6.424	24.936	0.082	0.401	-0.288
O	3.146	-1.691	26.187	-0.078	0.024	0.343
O	2.976	8.633	22.971	-0.309	-0.652	-0.03
O	11.518	0.655	24.335	-0.033	0.038	0.007
O	2.497	4.165	22.947	-0.175	0.079	-0.215
O	-0.289	10.038	25.673	0.042	-0.309	-0.063
O	5.408	-1.735	27.475	0.551	-0.402	-0.192
O	13.408	7.821	22.598	0.426	-0.477	0.213
O	5.6	-1.193	22.743	0.178	-0.186	0.092
O	4.71	9.803	24.565	0.32	0.332	-0.449
O	1.158	-0.642	24.806	-0.309	0.118	0.134
O	4.291	1.135	20.898	0.24	-0.551	0.227
O	6.788	2.031	21.082	0.195	-0.066	0.245
O	7.716	6.976	20.702	-0.353	-0.162	0.314

Results
total energy: -87725.619 eV
total energy less fixed offsets of O -438.35, Si -107.03 eV per atom: 2.681 eV
